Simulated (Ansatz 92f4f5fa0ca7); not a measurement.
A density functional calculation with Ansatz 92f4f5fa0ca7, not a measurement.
Periodic cell of 213 atoms, Si131O78B1H3, from a study of silicon, its oxide and their interface. The atomic structure is a simulated model.
Doubt: the cutoff is low for norm-conserving oxygen, so forces and energies are approximate.

Settings
functional: HSE06
potential files: SPMS norm-conserving
basis: plane waves
wave-function cutoff: 800 eV
density cutoff ratio: 4
exchange-correlation grid ratio: 1
k mesh: 1 x 1 x 1, Gamma-centred
occupations: fixed
spin: none
net charge: 0

Cell vectors (angstrom)
a 10.938 0 0
b 0 10.938 0
c 0 0 31.3387

Atoms: element, x, y, z (angstrom)
Si 10.3413 0.515 23.9905
Si 5.7139 10.6292 23.9281
Si 2.1914 3.0451 23.9146
Si 8.6425 2.2248 24.0063
Si 0.3322 4.8876 23.879
Si 4.8794 5.9247 24.038
Si 3.1956 7.6499 23.876
Si 7.5022 8.7909 23.8342
Si 1.1801 1.4156 25.2701
Si 6.8348 1.3109 25.2234
Si 3.9276 4.1056 25.1911
Si 9.5911 3.9875 25.2632
Si 1.3345 6.7332 25.05
Si 6.7075 6.9341 25.1393
Si 4.0499 9.4937 25.1507
Si 9.3613 9.6279 25.1162
Si 2.6556 -0.0212 26.4516
Si 8.1275 -0.028 26.6708
Si -0.0636 2.7255 26.7573
Si 5.4081 2.7371 26.4655
Si 2.6272 5.4664 26.6169
Si 8.1532 5.4917 26.4194
Si -0.0835 8.1865 26.3506
Si 5.3937 8.2085 26.6346
Si 4.0591 1.3441 27.8512
Si 9.5059 1.33 28.0235
Si 1.3302 4.1069 28.0243
Si 6.7898 4.1233 27.8392
Si 4.0386 6.8199 27.9566
Si 9.5375 6.8373 27.8231
Si 1.2939 9.5372 27.8195
Si 6.7784 9.541 27.9972
Si 0.0018 -0.0264 29.2912
Si 5.4347 0.0204 29.2926
Si 2.7462 2.7197 29.2927
Si 8.1535 2.7703 29.2871
Si -0.0458 5.5108 29.2931
Si 5.4561 5.4708 29.2798
Si 2.6885 8.2262 29.2721
Si 8.2107 8.1844 29.2819
Si 1.3673 1.3673 30.6549
Si 6.8362 1.3673 30.6549
Si 4.1018 4.1018 30.6549
Si 9.5708 4.1018 30.6549
Si 1.3673 6.8362 30.6549
Si 6.8362 6.8362 30.6549
Si 4.1018 9.5708 30.6549
Si 9.5708 9.5708 30.6549
Si 2.7345 0 0.6835
Si 8.2035 0 0.6835
Si 0 2.7345 0.6835
Si 5.469 2.7345 0.6835
Si 2.7345 5.469 0.6835
Si 8.2035 5.469 0.6835
Si 0 8.2035 0.6835
Si 5.469 8.2035 0.6835
Si 4.0848 1.4028 2.0571
Si 9.6248 1.3397 2.0559
Si 1.412 4.0616 2.0558
Si 6.8395 4.0976 2.0478
Si 4.1565 6.7935 2.0469
Si 9.5577 6.8605 2.0388
Si 1.372 9.5852 2.0541
Si 6.8611 9.5537 2.058
Si 0.1004 0.0506 3.5073
Si 5.4918 0.0376 3.3469
Si 2.7712 2.7407 3.5422
Si 8.2523 2.7369 3.3469
Si 0.02 5.4685 3.3089
Si 5.4975 5.4257 3.4962
Si 2.7859 8.1944 3.3283
Si 8.2584 8.2339 3.489
Si 1.4799 1.3775 5.0195
Si 6.9125 1.3653 4.6877
Si 4.1427 4.0828 4.976
Si 9.6422 4.1009 4.6714
Si 1.4499 6.7684 4.6232
Si 6.8884 6.8113 4.8296
Si 4.1334 9.5909 4.6758
Si 9.7074 9.5973 4.8609
Si 2.8751 -0.1148 6.3778
Si 8.314 0.0945 6.127
Si 0.037 2.8872 6.2194
Si 5.6114 2.623 6.2142
Si 2.7075 5.5517 6.2314
Si 8.3717 5.4708 6.1064
Si 0.3435 8.282 6.0772
Si 5.4506 8.2179 6.0495
Si 4.9694 0.6746 7.508
Si 9.1591 1.9673 7.3965
Si 0.8885 4.7134 7.5408
Si 7.427 3.6651 7.3562
Si 3.5029 7.5521 7.2347
Si 10.1486 6.5724 7.2924
B 2.107 9.0122 6.7443
Si 6.6406 9.8344 7.2327
H 3.7189 7.4093 8.7143
O 7.0606 4.0102 8.951
O 9.6056 1.8045 9.0002
O 5.0802 1.0405 9.1385
O 7.3186 9.1275 8.5918
O 9.4697 7.3739 8.5984
O 1.2756 4.2437 9.1008
H 8.2788 2.6382 22.6116
H 10.7629 0.1942 22.5866
O 10.3261 5.3599 22.567
O 2.7718 2.1424 22.6087
O 2.9736 7.86 22.2291
O 5.2182 5.5311 22.4627
O 4.9729 0.4451 22.6141
O 7.9303 8.2505 22.3263
Si 4.526 8.2031 14.4845
Si 4.1448 1.6377 21.8517
Si 3.9538 1.4307 15.3162
Si 5.8825 1.2098 10.5477
Si 8.073 7.8704 9.2994
Si 7.2998 1.5252 14.664
Si 5.8194 7.8298 19.0653
Si 8.5665 10.5805 18.873
Si 5.0123 4.5111 21.2266
Si 10.5768 2.8498 12.6608
Si 1.1279 5.0199 16.9622
Si 3.2286 8.29 20.6804
Si 4.6084 9.8829 17.1166
Si 9.3256 4.5 18.4608
Si 8.4114 8.2245 20.781
Si 6.4887 4.983 18.6774
Si 1.0076 2.2668 15.5094
Si 2.8449 0.059 19.5257
Si 4.6341 3.9945 11.5192
Si 0.3967 9.3364 15.8682
Si 9.1575 1.0754 10.3824
Si 9.2382 10.4799 14.2101
Si 6.8275 5.1691 10.0725
Si 7.4476 2.2459 17.8083
Si 8.7896 5.2328 12.5602
Si 0.4027 0.5578 17.9037
Si 2.3738 5.6222 19.7241
Si 5.0724 10.8846 13.1505
Si 10.4119 5.7415 20.9866
Si 1.625 4.474 10.6775
Si 9.6856 9.2495 11.325
Si 7.0005 6.4685 14.8947
Si 1.8671 7.1294 14.724
Si 8.6133 8.5696 16.3562
Si 0.4142 6.8618 11.9496
Si 5.5411 3.8525 14.4707
O 9.8264 1.7573 11.7053
O 3.1021 3.9013 11.0224
O 4.2504 8.7687 15.9905
O 0.1601 8.4146 11.4728
O 9.9917 0.3959 18.7653
O 0.8847 6.7209 13.5027
O 0.6559 3.6319 11.666
O 8.6098 9.794 20.3131
O 9.7011 4.6032 20.0479
O 3.5235 10.2765 18.2404
O 3.415 7.0319 14.2235
O 8.458 8.3122 10.8145
O 3.5972 4.8145 20.4467
O 4.7772 0.3759 16.2923
O 9.7376 7.2289 20.6952
O 7.5134 1.0736 10.4484
O 4.8243 8.2806 20.2978
O 3.988 1.0291 13.7216
O 5.0919 2.9597 21.7207
O 4.4633 9.4021 13.395
O 2.118 4.9425 18.2621
O 7.9975 5.4145 18.2388
O 5.2981 5.1897 10.6291
O 6.8175 2.9325 14.0022
O 0.0888 1.6447 16.7166
O 1.6551 8.6955 15.1045
O 7.3015 1.6968 16.2807
O 5.9863 7.5528 14.2619
O 9.4766 3.9155 13.2249
O 5.343 0.0454 11.5592
O 1.4898 6.0884 10.9921
O 2.6398 7.2261 19.582
O 6.4123 0.2981 14.029
O 7.7695 4.8353 11.3612
O 9.8137 10.5072 10.2963
O 4.7416 4.321 13.1247
O 1.0586 5.5885 20.6682
O 6.1317 5.1334 15.3182
O 1.328 3.8027 15.9163
O 5.5479 6.3323 18.3527
O 2.3851 1.4133 15.6866
O 7.4306 0.8523 18.7291
O 7.0483 6.6136 9.3676
O 6.3053 4.7599 20.2783
O 8.232 9.6059 15.1549
O 5.46 2.6299 11.2134
O 7.2696 7.6483 19.7774
O 10.5232 5.0568 17.5064
O 8.8057 1.1135 14.2162
O 6.2951 3.4254 18.067
O 4.585 2.9438 15.45
O -0.1998 10.4388 14.8267
O 1.5771 0.9351 18.9755
O 8.0914 6.0692 13.7627
O 3.7901 1.0979 20.3477
O 8.4381 9.3989 17.7432
O 8.8978 2.9723 18.0744
O 2.4833 9.7417 20.518
O 1.535 6.3163 16.0821
O 9.9182 6.1287 11.8307
O 7.7365 7.2052 16.1667
O 5.7776 9.0719 17.9699
O 0.8329 10.0636 17.2432
O 10.2026 8.1917 16.1938
O 0.4391 2.2448 13.9695
O 9.2041 9.8254 12.7509

Results
free energy: -49908.005 eV
free energy less fixed offsets of B -77.42, H -15.86, O -447.96, Si -113.29 eV per atom: -1.135 eV
gap between the highest filled and lowest empty level on this k mesh: 1.255 eV

The program warned: the cutoff lies below the one the program advises for these potential files; the forces do not sum to zero within the program's tolerance; the exchange-correlation potential is rough where the density is thin.
